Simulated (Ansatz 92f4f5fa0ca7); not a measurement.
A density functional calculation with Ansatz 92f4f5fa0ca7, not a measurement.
Periodic cell of 224 atoms, Si133O90H1, from a study of silicon, its oxide and their interface. The atomic structure is a simulated model.
Doubt: the cutoff is far below the 930 eV that the study's wrapper takes by default for these files, so forces and energies are approximate.
This geometry differs little from another in the collection (a relaxation step or a small displacement).

Settings: functional PBE; potential files Ansatz PAW; basis plane waves; wave-function cutoff 580 eV; density cutoff ratio 5; exchange-correlation grid ratio 1; k mesh 1 x 1 x 1, Gamma-centred; self-consistency stop 5e-08 eV per atom in the density residual; occupations fixed; spin none; net charge +1 e, with a uniform compensating background and no finite-size correction.

Cell vectors (angstrom)
a 10.938 0 0
b 0 10.938 0
c 0 0 32.4388

Atoms and the computed forces on them: element, x, y, z (angstrom), force x, y, z (eV/angstrom)
Si 0.2786 -0.1791 24.9847 0.0141 -0.0357 0.0578
Si 5.1998 0.4631 24.9834 -0.02 0.0606 0.0032
Si 2.8778 2.6481 25.0592 0.0261 -0.0456 0.0816
Si 7.9312 2.9839 24.9683 -0.0116 -0.0133 0.0412
Si -0.2162 5.7563 24.9582 -0.004 0.0068 0.0487
Si 5.7183 5.2511 24.977 -0.0039 -0.0075 0.0752
Si 2.5124 8.5039 24.9325 -0.0186 0.028 0.0626
Si 8.4686 7.9987 24.88 -0.0174 0.0111 0.0672
Si 1.3628 1.3991 26.347 0.0548 -0.0286 0.0078
Si 6.8164 1.4513 26.3589 -0.0324 0.0321 -0.0037
Si 4.1112 4.1745 26.3386 0.0324 -0.0392 -0.0076
Si 9.5657 4.1379 26.2428 -0.0305 0.034 -0.0025
Si 1.3666 6.9108 26.2784 -0.0386 0.0343 -0.0037
Si 6.873 6.8705 26.2411 0.0403 -0.0277 0.0028
Si 4.1352 9.6424 26.2092 -0.0549 0.0187 0.0142
Si 9.5765 9.598 26.2411 0.0302 -0.0237 -0.0064
Si 2.7519 0.0024 27.6676 0.0011 0.021 -0.0483
Si 8.1949 0.0091 27.6321 0.0088 -0.0085 -0.0036
Si -0.0379 2.7616 27.6468 0.0105 -0.0174 -0.0072
Si 5.4345 2.7752 27.7153 -0.006 0.0083 -0.0381
Si 2.7062 5.5198 27.6523 0.0158 -0.0151 0.0021
Si 8.2025 5.4823 27.6534 -0.0215 0.0125 -0.0339
Si -0.0249 8.2313 27.6654 -0.002 0.0055 -0.0309
Si 5.4653 8.2251 27.5996 0.0056 -0.0139 -0.0055
Si 4.1018 1.3673 29.0206 -0.0752 -0.0141 0.353
Si 9.5708 1.3673 29.0206 -0.1183 0.0236 -0.0614
Si 1.3673 4.1018 29.0206 -0.0925 0.092 -0.1245
Si 6.8362 4.1018 29.0206 0.0735 0.2359 0.2504
Si 4.1018 6.8362 29.0206 0.0565 0.2626 -0.1635
Si 9.5708 6.8362 29.0206 -0.0108 0.0271 0.1018
Si 1.3673 9.5708 29.0206 0.0303 0.0459 0.0782
Si 6.8362 9.5708 29.0206 -0.0431 -0.0261 -0.2276
Si 0 0 30.3878 0.0803 -0.0002 -0.0296
Si 5.469 0 30.3878 0.006 -0.0016 -0.002
Si 2.7345 2.7345 30.3878 0.0301 -0.0696 -0.0134
Si 8.2035 2.7345 30.3878 -0.0206 -0.0152 -0.0093
Si 0 5.469 30.3878 -0.0086 0.0201 0.0051
Si 5.469 5.469 30.3878 0.0979 0.0048 -0.018
Si 2.7345 8.2035 30.3878 0.0273 0.0139 -0.0117
Si 8.2035 8.2035 30.3878 0.0078 -0.0483 -0.0265
Si 1.3673 1.3673 31.7551 -0.0532 0.0348 -0.0003
Si 6.8362 1.3673 31.7551 0.0113 0.0415 0.0057
Si 4.1018 4.1018 31.7551 -0.0364 0.036 -0.0253
Si 9.5708 4.1018 31.7551 0.0022 -0.021 -0.0171
Si 1.3673 6.8362 31.7551 0.0412 0.0433 -0.0039
Si 6.8362 6.8362 31.7551 -0.0392 0.0328 -0.0131
Si 4.1018 9.5708 31.7551 -0.0324 -0.0045 -0.0294
Si 9.5708 9.5708 31.7551 -0.0204 0.0246 -0.0275
Si 2.7345 0 0.6835 0.0355 -0.0097 0.0217
Si 8.2035 0 0.6835 0.0319 -0.105 0.0252
Si 0 2.7345 0.6835 -0.0171 0.0155 0.0028
Si 5.469 2.7345 0.6835 0.0277 -0.0429 -0.0028
Si 2.7345 5.469 0.6835 0.0472 -0.0598 0.035
Si 8.2035 5.469 0.6835 -0.0146 0.0491 0.0171
Si 0 8.2035 0.6835 -0.0013 -0.0468 -0.0046
Si 5.469 8.2035 0.6835 0.0264 -0.0058 0.0193
Si 4.1018 1.3673 2.0507 0.0042 0.0342 0.0249
Si 9.5708 1.3673 2.0507 0.1032 0.1284 0.0349
Si 1.3673 4.1018 2.0507 -0.1017 -0.0324 -0.0074
Si 6.8362 4.1018 2.0507 -0.1098 -0.0874 0.015
Si 4.1018 6.8362 2.0507 -0.0821 0.0485 -0.0329
Si 9.5708 6.8362 2.0507 -0.0176 0.0939 0.0002
Si 1.3673 9.5708 2.0507 -0.0216 -0.0392 0.0204
Si 6.8362 9.5708 2.0507 -0.0175 0.0122 -0.0073
Si 0 0 3.418 0.228 0.2075 0.2383
Si 5.469 0 3.418 0.3174 0.152 -0.3088
Si 2.7345 2.7345 3.418 -0.2096 -0.232 -0.2514
Si 8.2035 2.7345 3.418 0.0709 0.1291 0.2417
Si 0 5.469 3.418 -0.0917 -0.2599 0.1464
Si 5.469 5.469 3.418 -0.1363 -0.2722 0.2116
Si 2.7345 8.2035 3.418 -0.2996 -0.403 -0.4321
Si 8.2035 8.2035 3.418 0.281 -0.0115 -0.2948
Si 1.4471 1.3643 4.8529 -0.0276 -0.0007 0.0488
Si 6.8391 1.3681 4.7958 0.0032 0.0283 0.0283
Si 3.9733 4.1069 4.798 0.0439 0.0796 0.0707
Si 9.608 4.0562 4.8557 -0.0059 -0.0099 -0.0243
Si 1.3589 6.8171 4.7822 0.0128 -0.0205 0.0199
Si 6.9485 6.7456 4.7402 -0.0286 -0.0299 0.0779
Si 4.1583 9.4992 4.6738 -0.0299 -0.0079 0.0049
Si 9.5488 9.6065 4.7655 -0.0124 -0.0406 0.1437
Si 2.8873 -0.1671 6.1086 0.0353 -0.0648 -0.0641
Si 8.168 0.0117 6.2163 0.0085 0.0181 -0.071
Si -0.0035 2.6625 6.2984 0.0185 0.0209 -0.0589
Si 5.4156 2.7374 6.1056 -0.0607 -0.0894 -0.0496
Si 2.5323 5.3796 6.2584 0.0144 -0.038 -0.0812
Si 8.2808 5.435 6.2722 0.0197 0.0306 -0.0449
Si 0.0052 8.2067 6.0916 -0.0843 -0.0377 -0.0673
Si 5.477 8.094 5.9357 -0.0169 0.0271 -0.0411
Si 4.2533 1.1699 7.5075 -0.2294 0.0872 -0.421
Si 9.9071 0.9487 7.5659 -0.0513 -0.0692 0.0713
Si 0.9861 4.209 7.8022 -0.1004 0.1745 0.0509
Si 6.5299 4.3217 7.3883 -0.043 0.0547 0.0176
Si 4.3139 6.5449 7.2054 0.0101 -0.0375 0.0015
Si 9.2821 7.249 7.4641 0.2754 -0.1241 -0.0909
Si 1.2922 9.6614 7.4179 0.0517 -0.0193 0.0972
Si 6.8736 9.3287 7.3383 -0.0678 0.1598 -0.5441
O 9.5967 6.8636 24.4748 0.0187 -0.0166 -0.0486
O 3.9741 1.5035 24.6333 0.0298 0.0092 -0.0521
O 8.0267 8.2529 7.6582 0.1507 -0.2254 0.1287
O 2.9975 1.4899 8.5063 -0.0164 -0.0384 -0.0081
O 6.81 4.1057 24.4748 0.0061 -0.0025 -0.0552
O 1.3768 9.6237 24.4619 -0.0109 -0.0081 -0.0604
O 5.4391 5.4888 7.7939 0.0293 -0.0037 0.0035
O 0.1733 -0.1436 7.7472 -0.01 0.0224 -0.0392
O 6.8138 3.4801 8.8005 -0.006 -0.0163 0.0288
O 6.2456 9.7231 8.8004 -0.2737 0.06 0.3181
O 9.8207 7.3373 9.0334 -0.0168 0.0208 0.0596
O 1.886 9.1691 8.8877 -0.0187 0.0606 -0.0569
O 5.4993 1.1638 9.3455 0.3 -0.1587 0.3963
O 1.7417 3.65 9.1474 0.0363 -0.0465 0.0059
O 9.6132 1.2421 9.1479 0.0002 0.0011 -0.0059
O 3.7978 7.4295 8.4604 -0.0074 0.0387 0.0231
O 7.8756 8.5821 23.4608 0.0064 -0.0063 0
O 8.4827 2.2063 23.6339 -0.0113 0.0137 0.0041
O 5.0344 5.9007 23.637 0.0126 -0.0072 0.001
O 2.2765 3.2812 23.6681 0.0039 -0.0014 -0.0049
O 10.6119 0.6012 23.6753 0.015 -0.0026 0.0011
O 0.4084 5.1525 23.5666 -0.0099 0.0133 -0.0041
O 3.1844 7.8425 23.5852 -0.0105 0.006 -0.013
O 5.5172 14.1004 19.1755 0.0061 -0.0073 0.021
Si 11.392 2.386 20.8199 0.0015 0.0014 -0.012
Si 7.8337 9.3964 22.0466 -0.0014 -0.0002 -0.002
Si 2.2697 5.1954 13.5623 0.0011 -0.0078 -0.0403
Si 12.2574 7.3906 16.838 -0.0029 0.0001 -0.0398
Si -0.0826 -4.6371 9.7147 0.0236 -0.0261 0.0125
Si 10.9098 8.9129 14.7704 -0.0006 -0.0096 -0.0247
Si -1.3976 -4.9728 17.7285 0.0074 -0.0011 -0.0348
Si 1.6223 4.4538 22.7388 0.0003 -0.0082 0.0013
Si 4.6072 10.9336 16.9931 -0.0177 0.0027 -0.0248
Si 6.8808 5.8866 16.2914 0.0037 -0.0038 -0.032
Si 5.7517 2.7956 9.8258 -0.0031 -0.0189 0.0234
Si 2.7822 9.2288 18.6911 -0.0024 0.0007 -0.0349
Si 7.7782 3.5872 11.7458 -0.0232 -0.0073 -0.0245
Si 9.0823 1.1245 10.6724 0.0219 0.0094 -0.0141
Si 9.0754 1.601 15.9286 -0.0092 0.0052 -0.0217
Si 2.6134 4.7055 16.5896 0.002 0.0007 -0.0317
Si -3.9159 3.4295 14.6429 0.0019 0.0028 -0.0206
Si 6.2448 10.713 10.0702 -0.1256 0.2769 0.202
Si 16.0323 4.5072 18.3715 -0.0011 0.0093 -0.0385
Si 4.9568 7.1891 19.8512 -0.0042 -0.0054 -0.0183
Si -1.5481 1.1754 22.7591 -0.0022 -0.0022 -0.0014
Si 2.1421 2.3817 12.5735 0.0304 0.0182 -0.0728
Si 5.4523 10.9702 21.9511 -0.0073 0.0035 0.0104
Si 0.0941 6.9583 12.7277 -0.0042 0.0015 -0.0475
Si 13.7732 2.614 9.6869 -0.0622 0.0323 0.0051
Si 10.9376 3.2516 17.8076 -0.0016 0.0142 -0.0446
Si 8.0801 7.969 19.4071 0.0075 -0.0049 -0.0394
Si -6.3467 1.5045 14.3833 0.0089 -0.0136 -0.0308
Si -2.2478 -1.2521 16.7439 0.0054 0.007 -0.0378
Si 2.8865 7.9006 12.3956 -0.0179 -0.0092 -0.0246
Si -5.7891 1.6145 19.4717 0.0014 -0.0074 -0.0257
Si -0.3565 0.6674 13.3158 -0.0012 -0.0027 -0.0474
Si 3.8847 6.6303 22.7437 0.0031 0.0089 -0.0056
Si 2.7575 0.4133 20.7368 0.0027 -0.0096 -0.0038
Si 13.5607 7.8349 9.4724 0.0174 -0.0267 -0.0129
Si 6.2403 8.6889 15.3459 0.0053 -0.0056 -0.0274
Si 5.086 -1.1457 12.899 -0.0005 0.0107 -0.0552
O 6.4047 5.0701 17.6047 0.0024 0.0048 0.0108
O -0.542 -4.6413 11.3249 -0.0165 -0.0094 0.0418
O 6.7185 4.9792 14.9683 -0.0032 0.0061 0.0274
O 2.2176 10.0092 19.995 -0.0047 0.012 0.0148
O -0.2191 5.0363 8.6401 0.0151 -0.0943 -0.0254
O 1.0194 3.8164 21.37 -0.001 0.0029 -0.0003
O 1.4937 6.6715 9.6318 0.001 -0.0392 0.0125
O -5.6042 0.2786 13.6174 -0.0002 0.0106 0.0353
O 14.1673 6.4615 13.1188 0.0053 0.0007 0.021
O 8.5473 11.3011 16.8475 0.0005 0.0048 0.0101
O 5.3391 9.7359 16.1875 0.0158 -0.027 -0.0012
O -1.4836 1.1149 14.4066 -0.0002 0.0037 0.0229
O 2.3107 4.0008 12.4467 0.0051 0.0267 0.0276
O 5.9875 8.7023 13.7185 0.0231 -0.0254 0.0308
O 2.6923 4.5087 14.9663 -0.0026 -0.0022 0.019
O 6.3376 2.8869 11.3215 0.0176 0.011 -0.0188
O 3.2309 1.7773 13.5763 0.0065 -0.0129 0.0356
O 14.8991 4.1219 17.2676 -0.001 -0.0015 0.0106
O -3.1008 13.6023 15.8271 0.0074 -0.0012 0.0137
O 0.7148 5.7205 13.5903 0.0042 -0.0011 0.0232
O 7.7795 9.1246 15.526 -0.007 -0.003 0.0214
O 0.3062 2.4588 19.1978 0.0018 -0.0061 0.0252
O 4.5755 5.6691 19.3805 -0.0057 0.0105 0.021
O 7.7553 5.1194 11.2205 0.0419 0.0789 0.0172
O 10.8809 6.6028 17.0994 -0.0011 -0.0013 0.0165
O 2.7458 5.5481 22.316 -0.0039 -0.0008 -0.0003
O 9.0353 6.6825 19.0997 -0.0082 0.0078 0.0124
O 1.2641 8.012 12.2775 -0.0038 0.0037 0.0317
O -5.4143 0.636 18.1981 0.0141 0.0074 0.0313
O 7.6724 0.2911 10.5996 0.0487 0.0091 0.0163
O 11.2847 -0.6885 13.9007 0.0045 0.0154 0.0125
O 4.2554 3.4207 9.791 0.1082 -0.0026 0.0113
O 4.0504 8.2806 19.056 0.0021 0.0014 0.0091
O 8.4507 6.2126 16.538 -0.0002 -0.0006 0.0215
O 1.3605 3.9002 17.2108 -0.0062 -0.0047 0.0199
O -0.8358 7.8582 13.7405 -0.0058 -0.0004 0.0181
O 5.5784 2.7736 14.3327 0.0066 0.013 0.0083
O 2.538 6.3125 16.8405 0 0.0027 0.0153
O 9.8143 4.4027 18.0789 0.0026 -0.0001 0.0121
O 4.2302 1.1601 15.923 -0.0074 0.0097 0.0127
O 3.422 7.9753 10.8641 0.0441 0.0147 0.0145
O 3.5534 -1.7124 13.0709 0 -0.0037 0.0184
O 8.535 10.8517 22.2117 -0.0007 0.0026 -0.0031
O -2.966 3.4209 13.3339 0.0119 0.004 0.0015
O 9.9556 2.0232 21.4918 -0.0018 -0.0023 -0.0012
O 8.5602 8.5736 20.842 -0.0009 0.0097 0.0166
O -5.0253 1.1733 20.8558 0.004 -0.0045 0.0144
O 5.4463 -0.909 11.3052 0.0334 0.0124 -0.0605
O 1.3059 8.1427 15.3625 0.0077 -0.009 0.0289
O 2.4007 1.8459 11.0403 -0.0076 -0.0154 0.0226
O 6.5165 7.511 19.4973 0.0078 0.0037 0.0066
O 1.5378 -2.5388 18.0811 0.0056 0.0048 0.0128
O 1.4741 12.1432 21.3061 -0.0006 0.003 -0.0021
O 8.9561 2.6904 11.082 0.0059 -0.0257 0.0148
O 3.2248 -0.6083 17.5776 -0.0074 -0.006 0.0276
O 8.3132 -1.8847 18.1915 -0.0084 -0.0094 0.0259
O 10.1727 -1.6168 16.1676 0.0009 0.0018 0.0155
O -0.5628 2.2395 16.6608 0.0051 0.001 0.0201
O 0.6956 1.8971 13.1093 -0.0671 -0.0218 0.0447
O 6.2736 -1.3302 21.5757 0.0021 0.0064 -0.0023
O 15.5449 7.2545 21.437 0.0003 0.0022 0.0061
O 5.8976 0.2791 23.5012 -0.0215 0.0052 0.041
O -4.9423 7.2206 16.0007 -0.0018 0.005 0.0153
O 3.5382 1.4473 19.7292 -0.0139 -0.0001 0.0138
O 3.8218 -0.0927 21.8817 0.0067 0.0023 -0.0019
O 9.9615 0.3573 11.8161 0.0008 0.0064 0.0283
H 8.5425 5.6702 11.3976 -0.0186 -0.0261 -0.0192

Results
free energy: -135756.590 eV
free energy less fixed offsets of H -15.97, O -568.88, Si -635.61 eV per atom: -5.290 eV

The program warned: the cutoff lies below the one the program advises for these potential files; the exchange-correlation potential is rough where the density is thin.
